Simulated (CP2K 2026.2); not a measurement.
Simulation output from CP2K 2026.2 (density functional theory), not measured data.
Periodic cell of 504 atoms, Si360O144, from a study of silicon, its oxide and their interface. The atomic structure is a simulated model.
Doubt: the forces sum to 1.94 eV/angstrom along one axis rather than to zero, so they err by at least 0.0039 eV/angstrom per atom on average; the grid cutoff is modest.

Settings: functional PBE; method Gaussian and plane waves; basis set DZVP-MOLOPT-SR-GTH; pseudopotentials GTH-PBE; grid cutoff 350 Ry, relative cutoff 50 Ry; k points Gamma only; occupations fixed; spin none; net charge 0.

Cell vectors (angstrom)
a	16.32	0	0
b	0	16.32	0
c	0.2907	-1.1214	33.4029

Atoms and the computed forces on them: element, x, y, z (angstrom), force x, y, z (eV/angstrom)
Si	1.093	15.134	0.118	0.297	-0.159	0.754
Si	3.844	1.595	0.129	0.106	-0.218	0.801
Si	1.498	3.632	0.093	-0.088	0.367	0.775
Si	4.649	5.428	33.352	-0.228	0.095	0.779
Si	1.267	9.655	0.246	0.054	-0.197	0.748
Si	4.122	12.004	0.328	-0.011	0.288	0.704
Si	7.109	14.766	0.081	-0.137	0.075	0.778
Si	9.746	1.38	0.105	-0.272	0.084	0.733
Si	6.528	4.268	0.066	0.167	-0.137	0.783
Si	9.544	6.605	0.25	-0.079	0.226	0.586
Si	6.787	8.829	33.351	0.282	-0.459	0.677
Si	9.571	11.402	33.398	0.098	-0.161	0.819
Si	12.072	14.149	33.4	0.34	-0.143	0.741
Si	15.283	1.064	0.307	-0.216	0.044	0.786
Si	12.211	3.381	33.399	0.287	-0.303	0.73
Si	15.026	5.921	33.206	0.194	-0.177	0.702
Si	12.771	8.147	33.357	-0.05	0.097	0.799
Si	15.712	10.829	33.374	-0.385	0.164	0.696
Si	2.71	-0.026	1.391	0.028	-0.021	-0.065
Si	5.393	2.747	1.426	-0.005	0.005	-0.052
Si	2.664	5.409	1.197	0.013	-0.034	-0.061
Si	5.497	8.164	1.234	0.008	0.057	-0.025
Si	2.707	10.798	1.659	-0.023	0.006	-0.005
Si	5.459	13.63	1.373	-0.027	0.048	-0.041
Si	8.19	0.084	1.361	-0.004	0.004	-0.044
Si	10.949	2.844	1.41	0.044	0.014	-0.044
Si	8.094	5.337	1.503	-0.062	-0.03	-0.032
Si	10.856	8.219	1.328	0.025	-0.007	-0.012
Si	8.136	10.947	1.312	-0.013	0.004	-0.071
Si	10.811	13.652	1.369	0.002	0.013	-0.057
Si	13.526	16.258	1.307	-0.028	-0.022	-0.038
Si	0.083	2.603	1.636	0.001	0.006	-0.021
Si	13.644	5.484	1.233	0.008	0.034	-0.041
Si	16.259	8.099	1.313	-0.014	-0.023	-0.025
Si	13.657	10.882	1.207	0.021	0.015	-0.048
Si	16.326	13.551	1.426	-0.021	0	-0.036
Si	1.442	1.264	2.914	0.028	-0.022	0.032
Si	4.014	4.129	2.72	-0.028	0	0.037
Si	1.339	6.745	2.634	0.017	0.03	-0.009
Si	4.153	9.399	2.784	0.04	-0.051	0.041
Si	1.356	12.26	2.855	-0.016	0.007	0.044
Si	4.103	14.969	2.732	-0.019	0.009	0.033
Si	6.782	1.369	2.731	-0.006	0.003	-0.007
Si	9.507	4.036	2.816	-0.012	-0.015	0.047
Si	6.792	6.847	2.722	-0.009	0.012	0.051
Si	9.51	9.585	2.67	-0.015	-0.011	-0.006
Si	6.793	12.258	2.748	0.032	-0.019	0.033
Si	9.509	15.027	2.767	0.001	-0.003	0.031
Si	12.292	1.403	2.707	-0.026	-0.035	0.034
Si	14.953	4.105	2.689	-0.039	0.032	-0.011
Si	12.245	6.816	2.669	0.016	-0.03	0.016
Si	14.946	9.524	2.681	-0.018	0.01	0.031
Si	12.262	12.243	2.601	0.015	-0.025	-0.017
Si	14.886	14.901	2.715	0.024	0.026	0.034
Si	16.282	-0.076	4.122	-0.009	-0.014	-0.029
Si	2.757	2.734	4.159	0.025	0.002	-0.007
Si	16.319	5.438	4.059	-0.003	-0.009	-0.007
Si	2.705	8.078	4.064	-0.003	-0.004	-0.01
Si	16.287	10.859	4.108	-0.017	-0.039	-0.017
Si	2.752	13.624	4.133	-0.001	0	-0.016
Si	5.439	0.012	4.101	-0.015	0.009	0.001
Si	8.143	2.683	4.135	0.019	0.003	0
Si	5.403	5.482	4.074	-0.006	-0.001	-0.044
Si	8.182	8.196	4.056	-0.005	-0.021	0.001
Si	5.468	10.85	4.102	0	0.017	-0.029
Si	8.157	13.624	4.1	-0.025	0.046	-0.022
Si	10.906	0.051	4.085	0.013	-0.014	-0.022
Si	13.625	2.746	4.082	0.005	-0.016	0.008
Si	10.891	5.459	4.074	0.047	0.016	-0.023
Si	13.584	8.176	4.058	-0.006	0.01	-0.041
Si	10.892	10.918	4.019	0.009	0.033	-0.004
Si	13.562	13.554	4.078	-0.009	0.023	0.011
Si	1.347	14.948	16.334	-0.009	0	0.004
Si	4.078	1.365	16.345	0	0.012	0.024
Si	1.379	4.064	16.298	-0.003	0	-0.007
Si	4.091	6.786	16.318	-0.003	0.007	-0.002
Si	1.369	9.53	16.328	-0.003	-0.004	-0.003
Si	4.066	12.241	16.33	-0.007	-0.006	0.012
Si	6.76	14.963	16.282	0.002	-0.011	0
Si	9.482	1.384	16.258	-0.013	0.002	-0.001
Si	6.777	4.065	16.326	-0.004	-0.012	0.012
Si	9.528	6.801	16.33	0.013	-0.003	0.014
Si	6.817	9.514	16.311	0.004	-0.01	-0.002
Si	9.544	12.226	16.292	0.007	-0.006	0
Si	12.248	14.922	16.254	-0.004	0	-0.012
Si	14.994	1.336	16.285	0.004	-0.008	-0.001
Si	12.21	4.1	16.27	0.001	0.006	-0.005
Si	14.971	6.843	16.328	0.011	0.003	0.008
Si	12.256	9.525	16.338	-0.009	-0.003	0.013
Si	14.977	12.248	16.338	0.009	0.016	0.022
Si	2.698	-0.002	17.68	0	0.002	0.028
Si	5.43	2.721	17.742	0.001	0.003	0.018
Si	2.755	5.39	17.67	0	0.002	0.004
Si	5.439	8.17	17.661	-0.011	-0.012	0.022
Si	2.712	10.884	17.707	0.025	-0.029	0.018
Si	5.43	13.604	17.671	-0.007	0.029	0.019
Si	8.071	0.067	17.598	-0.009	0.024	-0.011
Si	10.857	2.72	17.608	-0.024	0.031	0.041
Si	8.161	5.413	17.658	0.018	0.014	0.019
Si	10.889	8.169	17.705	-0.007	-0.02	0.001
Si	8.212	10.853	17.656	-0.006	0.002	0.013
Si	10.89	13.6	17.641	0.026	-0.021	0.036
Si	13.656	-0.091	17.585	0.016	-0.004	-0.01
Si	16.343	2.706	17.648	0.016	-0.023	0.031
Si	13.534	5.501	17.613	-0.008	0.02	-0.011
Si	16.357	8.184	17.714	-0.019	0	0.025
Si	13.621	10.891	17.695	-0.004	-0.012	0.041
Si	16.323	13.601	17.739	-0.004	0	0.02
Si	1.347	1.342	19.074	0.015	0	-0.033
Si	4.059	4.057	19.131	-0.027	-0.007	0.01
Si	1.443	6.776	19.005	-0.017	0.031	-0.043
Si	4.102	9.536	19.05	-0.005	0.003	-0.036
Si	1.367	12.236	19.103	-0.005	-0.003	0.011
Si	4.061	14.968	19.043	0.01	0.001	-0.039
Si	6.768	1.344	19.117	0.005	-0.022	0.014
Si	9.495	4.032	19.029	-0.009	-0.011	-0.024
Si	6.799	6.794	18.987	0.024	-0.026	-0.028
Si	9.561	9.534	19.089	-0.007	0.02	0.005
Si	6.845	12.225	18.958	-0.014	0.001	-0.045
Si	9.453	15.028	18.847	0.003	0.01	-0.044
Si	12.269	1.283	18.813	0.001	-0.015	-0.045
Si	14.911	4.12	18.858	0.009	-0.013	-0.062
Si	12.216	6.806	19.089	0.013	-0.011	0.015
Si	14.99	9.552	19.089	0.019	0.007	-0.054
Si	12.266	12.271	19.05	-0.012	0.02	-0.015
Si	14.942	14.95	19.108	-0.007	-0.009	0.002
Si	16.264	0.021	20.47	-0.009	-0.008	0.03
Si	2.709	2.66	20.513	0.022	-0.047	0.066
Si	16.268	5.436	20.214	-0.008	0.015	0.033
Si	2.822	8.1	20.417	0.05	-0.016	0.036
Si	16.341	10.921	20.521	-0.048	-0.015	0.048
Si	2.743	13.595	20.436	0	0.024	0.053
Si	5.367	-0.004	20.483	-0.031	0.033	0.067
Si	8.182	2.653	20.475	0.001	0.016	0.054
Si	5.475	5.447	20.408	-0.005	0.007	0.062
Si	8.15	8.146	20.368	-0.007	0.015	0.043
Si	5.517	10.905	20.363	0.011	-0.039	0.032
Si	8.135	13.705	20.221	0.009	0.003	0.035
Si	10.873	-0.004	20.147	0.011	-0.003	0.022
Si	13.591	2.668	20.105	0.015	-0.004	0.014
Si	10.836	5.403	20.409	-0.005	0.019	0.08
Si	13.6	8.18	20.434	-0.012	-0.005	0.067
Si	10.911	10.938	20.447	-0.004	0.008	0.066
Si	13.6	13.599	20.514	0.004	0.012	0.044
Si	1.513	15.12	21.733	-0.214	-0.154	-0.763
Si	3.754	1.017	21.923	0.25	0.296	-0.79
Si	0.996	3.865	21.545	0.131	-0.011	-0.765
Si	4.49	7.07	21.793	-0.218	-0.086	-0.77
Si	1.2	9.224	21.644	0.144	0.256	-0.742
Si	4.403	12.474	21.686	-0.076	-0.018	-0.714
Si	6.59	14.726	21.682	0.031	0.148	-0.77
Si	9.882	1.47	21.638	-0.27	-0.001	-0.679
Si	6.991	4.25	21.73	-0.125	-0.23	-0.72
Si	9.178	6.51	21.679	0.235	0.074	-0.812
Si	6.667	9.362	21.723	0.159	0.119	-0.76
Si	9.696	12.642	21.546	0.052	-0.225	-0.766
Si	11.892	14.82	21.594	0.323	0.011	-0.706
Si	15.052	1.701	21.637	-0.041	-0.327	-0.631
Si	12.059	3.707	21.466	-0.088	0.155	-0.71
Si	15.247	7.001	21.623	-0.283	-0.127	-0.776
Si	12.538	9.815	21.754	-0.111	-0.037	-0.793
Si	14.764	12.052	21.92	0.193	0.232	-0.739
Si	13.633	4.744	28.063	0.01	-0.221	0.11
Si	2.835	6.776	31.328	0.06	0.024	0.103
Si	5.37	14.826	31.596	0.022	0.041	0.034
Si	8.855	5.2	30.932	-0.159	-0.023	0.138
Si	13.382	2.897	30.476	-0.063	-0.004	0.113
Si	8.851	2.264	31.353	-0.09	-0.029	0.209
Si	11.168	9.798	31.145	-0.03	0.011	0.141
Si	5.502	14.844	26.311	-0.196	0.125	-0.124
Si	12.695	4.791	24.112	0.059	-0.047	-0.029
Si	7.642	11.27	28.344	-0.107	-0.094	0.096
Si	3.231	12.653	31.636	-0.144	-0.007	0.032
Si	15.173	6.155	24.658	0.098	0.128	-0.179
Si	1.544	1.993	25.93	-0.061	-0.067	0.098
Si	8.185	0.137	23.812	0.143	-0.012	-0.155
Si	13.592	-0.038	23.643	-0.073	0.096	-0.057
Si	13.065	10.064	26.61	0.085	-0.102	0.028
Si	10.281	7.497	29.362	-0.126	0.174	0.056
Si	13.092	11.547	29.229	-0.013	-0.062	0.24
Si	6.69	9.248	30.339	0.048	0.055	0.119
Si	4.439	1.284	25.051	-0.113	-0.114	-0.184
Si	2.405	11.496	29.046	0.012	-0.145	0.042
Si	9.277	-0.245	26.631	-0.023	0.043	0.174
Si	3.927	8.706	29.231	0.098	0.09	0.033
Si	6.509	12.198	25.778	-0.002	0.112	0.108
Si	2.034	9.16	24.642	0.008	-0.111	-0.185
Si	5.568	6.966	27.163	-0.006	-0.024	0.121
Si	15.89	0.345	29.05	0.198	-0.012	0.005
Si	2.9	13.441	26.634	-0.087	-0.075	0.04
Si	15.838	14.15	23.86	0.077	-0.147	0.057
Si	6.735	2.909	24.474	0.074	0.076	-0.114
Si	15.73	8.189	29.302	-0.033	0.02	0.062
Si	3.616	6.443	24.749	0.096	0.137	-0.025
Si	16.065	1.737	31.433	0.114	-0.046	0.172
Si	11.86	13.968	30.423	0.016	-0.069	0.091
Si	11.589	3.383	26.38	-0.103	-0.048	0.038
Si	16.198	3.245	28.152	0.131	0.024	0.019
Si	11.121	9.469	24.445	0.056	-0.059	-0.102
Si	12.286	0.487	26.451	-0.038	-0.086	-0.073
Si	0.305	5.39	30.503	-0.164	-0.072	0.15
Si	15.937	10.888	30.349	-0.049	0.026	0.206
Si	8.412	10.995	23.778	-0.159	-0.072	-0.158
Si	13.026	0.119	29.33	0.004	0.085	-0.045
Si	0.551	-0.882	26.42	-0.163	0.043	-0.107
Si	3.815	11.522	24.572	-0.057	0.104	-0.156
Si	8.901	4.526	26.182	0.002	-0.025	-0.086
Si	7.118	4.719	28.527	-0.02	-0.025	0.085
Si	15.715	8.843	26.23	-0.003	-0.175	0.012
Si	13.137	7.61	28.412	0.006	0.093	0.005
Si	7.711	1.684	28.636	0.026	0.092	-0.113
Si	6.579	-0.87	29.083	-0.042	-0.035	0.011
Si	1.464	4.527	24.406	-0.033	-0.031	-0.084
Si	9.146	13.924	28.92	0.02	0.096	-0.028
Si	10.393	6.744	24.424	-0.133	-0.12	-0.039
Si	8.022	8.384	27.848	-0.098	0.056	-0.017
Si	1.351	14.935	5.489	0.006	0.01	-0.009
Si	4.114	1.374	5.49	0.001	0	0.012
Si	1.339	4.08	5.456	-0.014	0.007	-0.011
Si	4.052	6.779	5.476	-0.003	0.002	0
Si	1.362	9.486	5.417	0.02	0.023	-0.007
Si	4.095	12.217	5.449	0.013	-0.002	0.012
Si	6.794	14.964	5.46	-0.012	-0.009	0.003
Si	9.525	1.351	5.478	-0.015	-0.026	0
Si	6.781	4.102	5.428	-0.012	-0.003	-0.015
Si	9.53	6.824	5.423	0.004	0.013	-0.002
Si	6.832	9.521	5.458	-0.004	-0.005	-0.005
Si	9.541	12.26	5.423	0.015	-0.004	-0.016
Si	12.234	14.962	5.429	0.01	0.019	-0.004
Si	14.963	1.358	5.443	0.003	0.014	0.002
Si	12.242	4.089	5.436	-0.021	-0.01	-0.016
Si	14.962	6.816	5.414	0.006	-0.013	-0.023
Si	12.221	9.537	5.409	0.002	-0.005	-0.01
Si	14.93	12.217	5.457	-0.001	-0.001	-0.004
Si	2.716	0.008	6.815	-0.013	0.015	-0.006
Si	5.463	2.739	6.831	-0.013	-0.01	0.005
Si	2.7	5.425	6.828	0.009	-0.009	0.003
Si	5.438	8.161	6.795	-0.001	0.009	-0.001
Si	2.716	10.856	6.787	0	-0.004	-0.004
Si	5.443	13.59	6.81	0	0.004	-0.008
Si	8.163	-0.011	6.823	0.021	0.001	0.004
Si	10.883	2.734	6.808	0.004	0.004	-0.003
Si	8.159	5.457	6.78	0.007	0.006	-0.015
Si	10.88	8.177	6.789	-0.01	-0.003	0.001
Si	8.188	10.893	6.797	-0.002	-0.007	-0.001
Si	10.882	13.611	6.802	-0.014	0.012	0.005
Si	13.595	0	6.794	0	-0.016	-0.008
Si	16.312	2.715	6.813	0.013	-0.013	0.001
Si	13.61	5.448	6.784	-0.008	-0.004	-0.002
Si	16.321	8.151	6.795	-0.007	0	-0.004
Si	13.574	10.867	6.807	0.002	0.011	0.005
Si	16.307	13.568	6.819	0.008	-0.008	0.003
Si	1.357	1.363	8.173	0.003	0.014	0.007
Si	4.074	4.077	8.177	-0.007	-0.006	0.006
Si	1.351	6.8	8.173	0	-0.006	0.005
Si	4.082	9.517	8.16	0	0.01	0.004
Si	1.36	12.212	8.159	-0.007	-0.015	-0.001
Si	4.077	14.954	8.16	-0.001	-0.016	-0.003
Si	6.815	1.364	8.174	0.015	0.011	0.002
Si	9.517	4.097	8.151	0	-0.013	0
Si	6.798	6.804	8.153	-0.002	-0.01	0.001
Si	9.527	9.527	8.161	0.009	0.01	0.009
Si	6.813	12.237	8.162	0.005	0.011	0.001
Si	9.521	14.952	8.176	-0.015	-0.004	0.003
Si	12.239	1.361	8.161	-0.009	-0.006	-0.001
Si	14.953	4.085	8.16	0.004	-0.004	0
Si	12.245	6.807	8.141	0.006	0.004	-0.009
Si	14.956	9.51	8.152	0.005	0.004	-0.002
Si	12.233	12.244	8.162	-0.003	-0.004	0.004
Si	14.955	14.958	8.157	0.006	0.023	0
Si	16.314	-0.003	9.519	0.008	-0.005	-0.004
Si	2.715	2.719	9.532	0.003	-0.011	0.006
Si	16.314	5.438	9.527	0.001	-0.002	0.008
Si	2.722	8.159	9.523	-0.002	0.002	0.001
Si	16.32	10.862	9.518	0.005	0.008	0.005
Si	2.72	13.585	9.512	-0.011	0.009	-0.002
Si	5.441	-0.003	9.514	-0.003	0.016	-0.005
Si	8.172	2.729	9.522	-0.004	-0.004	0.004
Si	5.437	5.448	9.519	0.002	-0.009	-0.005
Si	8.159	8.167	9.512	0.008	0.009	-0.006
Si	5.445	10.878	9.518	-0.002	-0.002	-0.005
Si	8.16	13.594	9.532	0.011	-0.002	0.007
Si	10.881	0.001	9.524	-0.003	-0.001	0.004
Si	13.598	2.722	9.521	0.004	0.002	0.003
Si	10.885	5.45	9.507	-0.011	0.009	-0.007
Si	13.602	8.152	9.513	-0.003	-0.01	0.001
Si	10.881	10.884	9.524	-0.005	-0.001	0.008
Si	13.598	13.601	9.517	0.002	-0.007	-0.001
Si	1.358	14.949	10.864	-0.006	0.007	0.004
Si	4.08	1.353	10.872	-0.009	-0.002	0.003
Si	1.357	4.082	10.887	0.006	0	0.001
Si	4.08	6.803	10.886	0.001	0.003	0.002
Si	1.363	9.514	10.886	-0.006	-0.004	-0.002
Si	4.082	12.235	10.881	0.007	0.002	-0.002
Si	6.795	14.958	10.88	0.003	-0.008	-0.003
Si	9.523	1.364	10.883	0.006	0.006	0.003
Si	6.797	4.084	10.868	0.002	-0.002	-0.003
Si	9.525	6.809	10.865	-0.003	-0.004	0
Si	6.801	9.518	10.882	-0.001	-0.007	0.004
Si	9.519	12.234	10.889	-0.002	-0.004	0.004
Si	12.24	14.958	10.88	-0.003	0.005	-0.006
Si	14.961	1.363	10.882	-0.002	0.001	0
Si	12.238	4.087	10.877	-0.005	-0.005	-0.002
Si	14.959	6.801	10.886	-0.002	-0.001	-0.001
Si	12.246	9.517	10.868	0.008	0.008	-0.004
Si	14.965	12.236	10.865	0.002	0.005	-0.001
Si	2.718	-0.011	12.22	0.004	-0.003	-0.008
Si	5.435	2.721	12.222	0.004	0.003	-0.004
Si	2.718	5.443	12.244	-0.004	-0.006	-0.001
Si	5.442	8.161	12.247	-0.003	0.001	0
Si	2.725	10.874	12.245	-0.009	-0.001	0.002
Si	5.435	13.599	12.243	0	0.009	0.007
Si	8.155	0	12.233	-0.005	0.004	0.002
Si	10.879	2.728	12.239	0.004	-0.002	0.006
Si	8.155	5.451	12.215	0.003	0	-0.012
Si	10.886	8.163	12.229	0.001	0.008	-0.008
Si	8.159	10.875	12.247	0.002	0	0.003
Si	10.884	13.594	12.24	-0.005	0.002	0.008
Si	13.6	0	12.237	-0.002	-0.004	0.004
Si	16.322	2.719	12.248	0.003	0.004	0.004
Si	13.601	5.44	12.243	0	0.006	0
Si	16.322	8.16	12.246	0.004	-0.01	0.006
Si	13.611	10.873	12.22	-0.008	-0.004	-0.008
Si	16.325	13.59	12.226	0	-0.002	-0.004
Si	1.377	1.351	13.587	0.003	-0.018	-0.002
Si	4.085	4.079	13.59	0	-0.004	-0.002
Si	1.359	6.801	13.608	-0.004	0.011	-0.001
Si	4.084	9.516	13.613	0.007	-0.005	0.003
Si	1.361	12.238	13.597	-0.004	0.012	-0.005
Si	4.059	14.956	13.595	-0.01	0.014	0.005
Si	6.782	1.358	13.581	-0.001	0.004	-0.002
Si	9.503	4.098	13.576	-0.017	0.018	-0.005
Si	6.806	6.795	13.596	0.012	-0.01	0.002
Si	9.526	9.511	13.597	0.007	-0.01	0.003
Si	6.796	12.239	13.603	-0.001	-0.002	0.002
Si	9.516	14.955	13.589	0.006	-0.006	0.001
Si	12.24	1.364	13.595	-0.007	0.009	0.009
Si	14.963	4.083	13.608	-0.001	-0.005	0.005
Si	12.249	6.816	13.594	-0.008	-0.013	0.001
Si	14.969	9.535	13.599	-0.013	0.008	-0.003
Si	12.252	12.22	13.579	0.017	-0.011	-0.007
Si	14.967	14.95	13.58	0.004	0.005	-0.004
Si	16.34	-0.02	14.931	0.002	0.007	0.006
Si	2.738	2.71	14.948	-0.002	0.003	-0.006
Si	16.319	5.448	14.975	0.001	-0.007	0.01
Si	2.721	8.154	14.972	-0.013	-0.007	0.003
Si	16.329	10.889	14.969	0.002	-0.011	-0.006
Si	2.708	13.594	14.966	-0.001	0	-0.002
Si	5.409	0.01	14.942	0.002	-0.009	0.001
Si	8.128	2.74	14.92	0.021	0.009	0
Si	5.444	5.434	14.952	0.004	0.002	-0.007
Si	8.169	8.15	14.956	-0.006	-0.007	-0.004
Si	5.441	10.883	14.972	-0.002	0.004	0.01
Si	8.16	13.599	14.957	0	0.007	0.009
Si	10.871	-0.001	14.941	-0.001	-0.003	0.013
Si	13.604	2.716	14.96	0	0.005	0.013
Si	10.863	5.462	14.926	-0.003	-0.007	-0.001
Si	13.61	8.182	14.956	0.016	0.003	-0.001
Si	10.9	10.864	14.947	0	0.012	0
Si	13.622	13.569	14.928	-0.022	-0.003	0
O	15.609	5.311	31.792	-0.197	-0.318	-0.203
O	0.913	14.468	23.108	0.205	-0.333	0.393
O	4.243	1.383	23.436	0.157	0.243	0.136
O	11.85	3.619	24.812	-0.098	-0.492	-0.498
O	4.853	6.577	25.77	0.216	-0.083	-0.192
O	2.299	7.889	32.361	0.361	0.27	-0.206
O	5.381	14.872	29.987	-0.563	0.014	-0.153
O	13.056	4.256	22.639	0.294	0.075	-0.146
O	7.724	3.834	25.334	-0.282	0.024	-0.173
O	7.936	14.745	29.606	-0.06	-0.018	0.355
O	3.038	12.811	25.155	-0.442	0.431	-0.478
O	16.271	6.734	29.689	-0.059	0.045	-0.485
O	7.344	10.005	23.066	-0.113	0.167	0.186
O	8.336	5.155	27.553	0.201	0.472	0.233
O	5.537	8.272	22.198	0.092	-0.052	0.099
O	9.784	10.253	24.088	0.212	-0.132	0.127
O	6.817	14.452	32.195	0.396	0.498	-0.497
O	12.805	13.118	29.431	0.417	0.289	-0.52
O	0.833	2.691	32.168	0.004	0.256	-0.322
O	12.092	8.844	32.061	0.058	0.146	-0.205
O	5.521	13.578	22.197	0.131	-0.007	0.267
O	8.114	5.36	22.148	-0.081	0.111	0.503
O	1.843	13.335	32.101	-0.409	0.058	-0.506
O	1.79	5.564	31.122	0.295	-0.261	0.325
O	13.252	0.147	25.203	0.122	0.109	0.334
O	4.86	-0.09	32.187	0.297	0.469	-0.459
O	5.751	4.281	32.963	-0.127	-0.102	-0.327
O	4.618	8.048	27.919	-0.181	0.344	-0.263
O	12.742	1.678	29.63	-0.374	0.072	-0.108
O	6.504	11.931	27.385	-0.229	-0.03	0.361
O	3.073	7.523	29.922	-0.385	-0.385	-0.331
O	7.468	5.011	30.096	-0.21	0.276	0.202
O	9.495	7.743	27.968	0.36	-0.297	-0.488
O	16.367	8.126	21.965	-0.097	-0.085	0.259
O	12.279	-0.581	22.887	-0.456	-0.066	0.152
O	7.299	15.399	22.979	0.006	-0.228	0.252
O	7.318	8.179	29.301	-0.096	-0.31	0.272
O	14.621	10.037	26.172	0.111	0.434	-0.126
O	16.165	2.817	22.082	0.108	0.213	0.598
O	3.141	10.19	25.149	0.115	-0.008	0.408
O	9.571	5.708	25.326	-0.068	-0.071	-0.157
O	11.048	-0.941	33.06	0.169	0.03	-0.393
O	11.104	4.558	33.182	-0.083	0.233	-0.314
O	15.537	11.394	31.844	-0.199	0.503	-0.231
O	4.177	6.114	31.945	0.332	0.119	-0.617
O	7.427	2.459	32.115	-0.365	-0.12	-0.447
O	5.462	2.498	25.385	0.013	0.299	0.683
O	8.746	12.214	22.788	-0.199	0.46	0.181
O	9.655	1.137	32.18	-0.148	-0.108	-0.275
O	0.664	0.626	25.815	-0.414	0.146	-0.13
O	6.318	3.701	23.117	-0.434	0.23	0.33
O	0.691	9.381	25.474	-0.042	0.326	0.151
O	14.718	15.175	23.359	0.053	0.088	-0.307
O	8.202	9.964	27.557	0.547	0.012	-0.218
O	14.897	6.41	23.086	-0.211	-0.126	0.061
O	12.255	4.549	27.253	-0.38	0.323	-0.061
O	1.177	2.932	27.217	0.288	0.063	0.317
O	15.99	14.449	25.458	-0.265	-0.295	0.432
O	3.475	11.295	32.46	-0.227	-0.186	-0.281
O	0.921	11.568	29.686	0.034	0.493	-0.328
O	15.343	12.681	23.34	0.014	-0.37	0.353
O	2.985	9.983	28.86	-0.345	0	-0.002
O	16.384	-0.731	27.961	0.065	-0.465	0.14
O	3.8	11.671	22.968	-0.471	-0.462	-0.007
O	15.13	7.536	25.477	-0.428	0.164	0.142
O	2.831	5.065	25.079	0.33	-0.344	0.29
O	8.464	12.525	32.924	-0.088	-0.103	-0.443
O	8.786	1.781	29.826	0.314	0	-0.096
O	2.399	12.29	27.642	-0.321	-0.197	-0.106
O	10.8	13.714	22.116	0.162	-0.11	0.206
O	1.562	4.723	22.809	0.264	0.535	-0.131
O	12.346	2.049	26.808	0.359	0.217	0.211
O	7.398	1.519	24.022	0.032	-0.074	-0.183
O	12.126	10.692	30.208	0.096	0.148	-0.185
O	5.531	9.848	33.183	0.063	-0.021	-0.325
O	14.12	8.33	29.466	-0.309	0.436	0.611
O	0.292	15.149	33.113	-0.097	-0.176	-0.231
O	2.559	7.658	24.868	-0.204	-0.023	0.346
O	10.249	10.762	32.062	-0.152	-0.107	-0.253
O	13.34	4.253	29.59	-0.058	0.585	0.056
O	0.332	4.138	29.45	0.331	-0.195	0.139
O	2.599	-0.093	22.227	-0.097	0.077	0.379
O	2.996	1.522	33.011	0.173	0.076	-0.447
O	9.599	7.191	23.091	-0.032	0.565	0.179
O	10.191	8.852	30.26	-0.202	0.034	0.158
O	11.815	7.138	29.133	0.078	-0.436	0.334
O	8.761	12.402	28.538	0.182	-0.34	-0.173
O	12.783	-0.273	27.778	0.152	-0.373	-0.163
O	0.516	9.673	33.142	0.252	0.13	-0.278
O	12.087	10.353	25.371	0.107	0.623	0.057
O	13.654	10.904	22.291	-0.173	-0.103	0.164
O	14.655	11.232	29.444	0.059	0.143	-0.408
O	8.502	-0.542	25.24	-0.266	-0.342	-0.012
O	8.822	5.902	32.404	-0.414	0.326	-0.027
O	1.803	9.572	23.104	0.297	0.522	0.202
O	12.609	2.964	31.882	-0.143	-0.231	-0.197
O	7	3.106	28.311	-0.409	-0.11	-0.237
O	1.263	2.945	24.66	-0.306	-0.278	-0.422
O	5.033	-0.179	25.463	0.234	-0.101	0.079
O	6.505	15.215	27.501	0.589	0.188	-0.233
O	4.389	13.663	32.078	-0.008	-0.134	0.582
O	12.757	8.594	27.209	-0.53	-0.15	-0.079
O	10.987	2.609	22.075	0.037	-0.051	0.602
O	10.75	0.171	26.128	0.003	-0.12	-0.579
O	6.29	13.762	25.407	0.091	0.25	-0.617
O	13.951	6.312	27.935	0.215	-0.088	-0.405
O	0.243	5.411	24.966	-0.034	0.092	0.45
O	1.975	14.736	26.534	0.347	0.356	-0.02
O	5.315	11.384	25.102	0.173	-0.343	0.123
O	12.757	11.2	27.695	-0.444	0.492	-0.327
O	12.098	-0.769	30.279	-0.534	0.42	0.168
O	14.946	2.666	30.763	0.228	0.358	-0.013
O	14.959	4.027	27.466	-0.111	-0.133	-0.245
O	16.117	8.501	27.761	0.621	0.025	-0.202
O	13.967	5.149	25.031	0.099	-0.306	0.667
O	0.493	0.778	30.33	0.721	-0.283	0.19
O	9.992	3.395	26.586	-0.11	-0.487	0.379
O	8.485	0.964	27.397	-0.044	0.001	-0.102
O	9.49	0.569	22.948	0.114	-0.038	0.408
O	9.771	6.163	30.065	0.364	-0.227	-0.052
O	9.502	14.769	27.574	0.304	-0.033	-0.195
O	9.51	3.739	31.213	0.743	-0.109	0.091
O	5.075	9.171	30.277	-0.109	0.349	0.313
O	7.107	10.741	29.798	0.038	0.368	0.374
O	3.331	12.339	30.07	0.304	0.171	-0.072
O	15.581	1.752	28.324	-0.505	0.065	-0.186
O	6.549	0.733	29.23	-0.595	0.032	0.218
O	14.185	1.314	22.978	-0.084	0.378	0.254
O	11.902	9.112	23.072	0.151	-0.61	0.061
O	14.546	-0.26	29.69	0.01	-0.277	0.192
O	7.869	11.634	25.145	0.341	0.305	0.243
O	4.107	6.385	23.213	0.106	-0.644	0.172
O	11.781	6.099	23.942	0.067	0.12	-0.52
O	12.286	13.49	31.919	0.018	-0.681	-0.168
O	7.006	7.668	26.806	0.346	0.189	-0.684
O	15.157	0.854	32.436	-0.523	0.243	-0.04
O	10.711	8.108	25.211	-0.126	-0.078	0.776
O	3.096	1.543	25.909	0.251	-0.231	0.518
O	10.315	13.754	30.017	-0.365	0.065	0.201
O	4.317	14.055	27.072	0.078	-0.118	0.24
O	13.864	7.032	32.828	0.061	0.135	-0.459
O	16.294	9.302	30.319	0.439	-0.265	0.371
O	5.838	5.615	28.06	-0.295	-0.291	0.328
O	7.267	8.773	31.779	0.215	0.016	-0.365

Results
total energy: -101654.236 eV
total energy less fixed offsets of O -438.35, Si -107.03 eV per atom: -1.036 eV
